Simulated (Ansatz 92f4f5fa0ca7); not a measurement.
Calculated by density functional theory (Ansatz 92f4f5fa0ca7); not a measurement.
Periodic cell of 224 atoms, Si133O89H1N1, from a study of silicon, its oxide and their interface. The atomic structure is a simulated model.
Doubt: the cutoff is far below the 930 eV that the study's wrapper takes by default for these files, so forces and energies are approximate.
This geometry differs little from another in the collection (a relaxation step or a small displacement).

Settings: functional PBE; potential files Ansatz PAW; basis plane waves; wave-function cutoff 580 eV; density cutoff ratio 5; exchange-correlation grid ratio 1; k mesh 1 x 1 x 1, Gamma-centred; self-consistency stop 5e-08 eV per atom in the density residual; occupations fixed; spin none; net charge 0.

Cell vectors (angstrom)
a, 10.938, 0, 0
b, 0, 10.938, 0
c, 0, 0, 32.2877

Atoms and the computed forces on them: element, x, y, z (angstrom), force x, y, z (eV/angstrom)
Si, 0.1799, -0.1624, 24.8583, 0.0458, 0.0269, -0.262
Si, 5.389, 0.1197, 24.7063, -0.2378, 0.2576, -0.2076
Si, 3.1323, 2.345, 24.7817, -0.0568, 0.0534, -0.3496
Si, 8.0499, 3.0121, 24.7738, -0.192, 0.2131, -0.2464
Si, -0.2521, 5.8321, 24.6509, 0.0209, -0.0444, -0.4543
Si, 5.8306, 5.211, 24.9899, 0.0355, 0.052, -0.1165
Si, 2.4066, 8.5859, 24.7926, 0.1431, -0.0128, -0.2566
Si, 8.5012, 8.0894, 24.8343, 0.0881, -0.0679, -0.156
Si, 1.4384, 1.3691, 26.1391, 0.0253, -0.0215, -0.1675
Si, 6.9147, 1.3512, 26.0651, -0.0582, 0.0403, -0.1217
Si, 4.1466, 4.0428, 26.1273, 0.0016, -0.0704, -0.1299
Si, 9.6373, 4.1682, 26.0625, 0.035, 0.0821, -0.086
Si, 1.3603, 6.8771, 26.0673, 0.0435, -0.0113, -0.1617
Si, 6.9477, 6.865, 26.2046, 0.046, -0.0325, -0.1675
Si, 4.1332, 9.5868, 26.0925, -0.0703, -0.0811, -0.102
Si, 9.6405, 9.576, 26.2348, -0.0033, -0.0186, -0.2046
Si, 2.7626, -0.0149, 27.5139, 0.029, -0.0204, 0.0683
Si, 8.2196, 0.0006, 27.4954, -0.0596, -0.008, 0.1234
Si, 0.0319, 2.7571, 27.4538, -0.0782, -0.0717, 0.0553
Si, 5.5049, 2.6917, 27.4989, 0.0425, -0.1072, 0.045
Si, 2.7365, 5.457, 27.4422, 0.0008, 0.0244, 0.0123
Si, 8.2681, 5.4538, 27.5291, 0.0354, 0.0554, 0.0581
Si, 0.0389, 8.171, 27.5349, -0.0644, -0.0089, 0.1572
Si, 5.4754, 8.1949, 27.48, -0.0511, 0.0092, 0.0724
Si, 4.1018, 1.3673, 28.8695, 0.1428, -0.0793, 0.1327
Si, 9.5708, 1.3673, 28.8695, 0.1483, 0.2202, -0.2744
Si, 1.3673, 4.1018, 28.8695, 0.0408, 0.1482, -0.2318
Si, 6.8362, 4.1018, 28.8695, 0.1515, -0.1103, -0.0597
Si, 4.1018, 6.8362, 28.8695, -0.0708, -0.0942, -0.319
Si, 9.5708, 6.8362, 28.8695, 0.2547, -0.0726, 0.4065
Si, 1.3673, 9.5708, 28.8695, 0.2476, -0.0824, 0.1719
Si, 6.8362, 9.5708, 28.8695, -0.0905, 0.0801, -0.1511
Si, 0, 0, 30.2367, 0.0343, 0.0309, -0.0452
Si, 5.469, 0, 30.2367, -0.0346, 0.0152, 0.0119
Si, 2.7345, 2.7345, 30.2367, 0.0567, 0.036, -0.0569
Si, 8.2035, 2.7345, 30.2367, 0.0086, 0.0647, -0.001
Si, 0, 5.469, 30.2367, 0.0056, 0.0999, 0.0303
Si, 5.469, 5.469, 30.2367, -0.0204, -0.0141, -0.054
Si, 2.7345, 8.2035, 30.2367, -0.0515, 0.0505, 0.0213
Si, 8.2035, 8.2035, 30.2367, 0.0158, -0.0155, -0.038
Si, 1.3673, 1.3673, 31.604, -0.0008, -0.0142, -0.016
Si, 6.8362, 1.3673, 31.604, 0.0313, -0.0338, -0.0297
Si, 4.1018, 4.1018, 31.604, -0.0144, -0.0197, -0.0055
Si, 9.5708, 4.1018, 31.604, -0.0002, -0.0363, -0.0321
Si, 1.3673, 6.8362, 31.604, 0.014, -0.0768, -0.0193
Si, 6.8362, 6.8362, 31.604, 0.007, 0.0055, -0.0111
Si, 4.1018, 9.5708, 31.604, 0.055, -0.0048, -0.0199
Si, 9.5708, 9.5708, 31.604, -0.0042, 0.0145, -0.0093
Si, 2.7345, 0, 0.6835, 0.0067, -0.041, 0.0042
Si, 8.2035, 0, 0.6835, -0.065, 0.0668, 0.0026
Si, 0, 2.7345, 0.6835, -0.0215, 0.0326, 0.0363
Si, 5.469, 2.7345, 0.6835, -0.0201, 0.0364, 0.0212
Si, 2.7345, 5.469, 0.6835, -0.0448, 0.0793, 0.0059
Si, 8.2035, 5.469, 0.6835, 0.0603, -0.0201, 0.004
Si, 0, 8.2035, 0.6835, 0.0421, -0.0117, 0.0194
Si, 5.469, 8.2035, 0.6835, -0.0231, 0.0091, 0.0489
Si, 4.1018, 1.3673, 2.0507, -0.0308, -0.0278, 0.0084
Si, 9.5708, 1.3673, 2.0507, -0.0115, -0.1105, 0.0297
Si, 1.3673, 4.1018, 2.0507, 0.0896, -0.0141, 0.0125
Si, 6.8362, 4.1018, 2.0507, -0.0184, -0.038, 0.0193
Si, 4.1018, 6.8362, 2.0507, -0.0188, -0.1233, 0.0298
Si, 9.5708, 6.8362, 2.0507, -0.1063, -0.0691, -0.0201
Si, 1.3673, 9.5708, 2.0507, -0.0446, 0.0863, -0.0354
Si, 6.8362, 9.5708, 2.0507, 0.1504, 0.0525, 0.0064
Si, 0, 0, 3.418, 0.0487, -0.3899, -0.5329
Si, 5.469, 0, 3.418, -0.0699, 0.0557, 0.0466
Si, 2.7345, 2.7345, 3.418, -0.0324, 0.2004, -0.1914
Si, 8.2035, 2.7345, 3.418, -0.2796, 0.0529, 0.0672
Si, 0, 5.469, 3.418, -0.008, 0.2043, 0.1768
Si, 5.469, 5.469, 3.418, -0.1178, 0.1252, 0.1622
Si, 2.7345, 8.2035, 3.418, -0.0592, -0.012, 0.357
Si, 8.2035, 8.2035, 3.418, 0.0032, -0.0524, -0.2199
Si, 1.3227, 1.3792, 4.7108, -0.1685, 0.0348, -0.1759
Si, 6.8219, 1.3559, 4.8054, -0.0747, 0.1112, -0.0034
Si, 4.0813, 4.1041, 4.8046, 0.048, -0.0982, 0.0829
Si, 9.5035, 4.1575, 4.7731, -0.069, 0.1311, -0.1018
Si, 1.3502, 6.8504, 4.8483, -0.0463, 0.0218, -0.1731
Si, 6.7679, 6.9296, 4.7882, -0.0765, -0.0008, -0.0782
Si, 4.1026, 9.5887, 4.8126, 0.0068, -0.0215, -0.1182
Si, 9.6507, 9.4851, 4.7529, 0.1767, -0.1133, -0.0223
Si, 2.7101, 0.0727, 6.0462, -0.0509, 0.0662, 0.2666
Si, 8.2109, -0.1427, 5.978, -0.0173, 0.0468, 0.1847
Si, -0.1536, 2.666, 6.0121, 0.1674, -0.1047, 0.2739
Si, 5.4504, 2.7257, 6.237, -0.0147, 0.1788, 0.1278
Si, 2.6674, 5.4595, 6.1944, 0.0918, -0.0076, 0.1906
Si, 8.1521, 5.5965, 6.1096, 0.1199, 0.1292, 0.323
Si, 0.0322, 8.1873, 6.3175, 0.0048, 0.2954, 0.6688
Si, 5.4156, 8.271, 6.2816, 0.1791, 0.0015, 0.1686
Si, 3.7249, 1.6284, 7.4785, 0.0192, 0.0328, 0.3493
Si, 9.6488, 1.0442, 7.358, -0.2386, 0.1244, 0.4652
Si, 1.4252, 3.7595, 7.3112, -0.0618, -0.2415, 0.2586
Si, 6.5298, 4.5089, 7.3983, 0.0313, -0.208, 0.2418
Si, 4.2216, 6.6717, 7.559, -0.0474, -0.0327, 0.2994
Si, 9.2829, 7.0336, 7.7, -0.0277, -0.0651, -0.4263
Si, 1.2191, 10.0129, 7.5491, -0.207, -0.0892, 0.3462
Si, 7.1646, 9.3835, 7.5305, -0.0725, 0.0077, 0.2093
O, 9.5193, 6.9319, 24.2169, 0.0302, 0.0071, 0.4335
O, 4.2652, 1.2548, 24.2517, -0.0018, -0.0044, 0.425
O, 8.1646, 8.1979, 8.2051, 0.016, -0.0708, -0.3705
O, 2.6385, 2.8027, 7.9169, -0.043, 0.0322, -0.479
O, 6.8679, 4.098, 24.3031, 0.0264, 0.0096, 0.471
O, 1.2841, 9.6928, 24.2481, 0.0561, -0.0881, 0.4596
O, 3.6692, 7.2877, 9.0182, 0.0463, -0.0216, -0.3444
O, -0.0306, 0.1291, 7.8763, 0.2291, -0.2106, -0.3207
O, 5.387, 5.5714, 7.978, 0.0657, -0.067, -0.3998
O, 6.7873, 10.4603, 8.759, -0.1182, -0.3072, -0.1961
O, 9.6777, 6.0146, 8.9657, -0.0678, 0.0743, -0.0643
N, 1.9316, 9.9193, 9.1974, -0.3497, -0.0626, -0.6282
O, 3.9474, 0.8775, 8.9618, 0.0328, 0.1807, -0.4502
O, 0.3986, 3.9578, 8.5979, 0.0085, 0.115, -0.0936
O, 8.8024, 1.3187, 8.7847, 0.2301, -0.0174, -0.2846
O, 0.2081, 10.2512, 11.3835, -0.0026, -0.1427, -0.1568
O, 8.072, 8.97, 23.5023, 0.0503, -0.0346, 0.1525
O, 8.7338, 2.5398, 23.3462, -0.0277, -0.0486, 0.1571
O, 5.1317, 6.1472, 23.8328, -0.0469, -0.0199, 0.0816
O, 2.5067, 2.8279, 23.3487, 0.0672, -0.0157, 0.2521
O, 10.3453, 0.4427, 23.528, 0.0418, -0.0844, 0.1906
O, 0.3135, 5.3666, 23.1531, -0.1897, 0.0578, 0.5066
O, 3.0077, 8.0246, 23.3721, -0.0364, 0.1009, 0.3237
O, 5.9268, 10.4643, 23.2457, 0.0456, 0.0127, 0.2336
Si, 9.8562, 1.6572, 22.5552, 0.0457, 0.0114, 0.0664
Si, 2.9056, 7.7068, 21.7902, -0.0803, -0.1767, -0.2779
Si, 4.8007, 10.0691, 15.43, 0.0524, 0.0717, -0.1632
Si, 9.7708, 0.0035, 17.5714, -0.0606, -0.0227, 0.0081
Si, 4.3009, 0.2949, 12.6925, 0.0367, -0.0294, 0.0105
Si, 4.6275, 5.1771, 11.6205, 0.2791, 0.0988, 0.2279
Si, 7.579, 0.6562, 9.6518, 0.3222, -0.0805, -0.0477
Si, 1.775, 2.872, 21.9102, 0.1463, 0.1083, -0.259
Si, 6.096, 2.6373, 19.1733, -0.1291, 0.0768, 0.0241
Si, 6.1059, 7.6732, 18.3666, -0.0347, -0.0843, 0.1766
Si, 6.7446, 3.4941, 10.2177, -0.0511, 0.1506, 0.2962
Si, 3.2929, 12.6082, 19.4628, 0.154, 0.0883, 0.0799
Si, 2.5653, 6.8528, 10.1527, 0.1456, -0.0921, 0.3913
Si, 5.4124, 15.0811, 14.3269, 0.0393, 0.0334, -0.0837
Si, 10.8842, -2.8202, 17.5632, -0.055, -0.0815, 0.0219
Si, 13.3861, -1.7387, 16.899, 0.0139, 0.0472, 0.1841
Si, 8.0353, 11.3808, 20.2693, -0.1435, 0.2202, -0.1939
Si, 2.8617, 11.1648, 9.9875, 0.1454, 0.1329, 0.1631
Si, 6.6827, 7.2531, 12.6986, -0.0162, -0.0754, 0.0506
Si, 9.7529, 6.0468, 19.4576, -0.0908, -0.0245, 0.0163
Si, -4.0417, -1.5401, 22.4581, -0.0039, -0.0924, -0.0212
Si, 6.0466, 6.5867, 15.6273, -0.0446, -0.1396, -0.1409
Si, 12.4322, 12.1657, 16.8184, 0.1466, -0.0073, -0.0382
Si, 7.2633, 10.3541, 12.3253, -0.1593, -0.1234, 0.1072
Si, 10.9986, 5.2308, 9.5456, 0.0474, -0.115, 0.0932
Si, 5.4167, 6.5549, 22.295, -0.0429, -0.2717, -0.1924
Si, 6.9418, 5.449, 20.204, -0.0335, -0.064, -0.1216
Si, 1.9908, 2.0191, 13.8271, -0.1202, -0.1521, -0.0952
Si, 5.7766, 1.7797, 16.1386, 0.0274, 0.1178, 0.0901
Si, 0.8836, 9.1608, 10.3491, -0.1206, 0.0747, 0.4919
Si, 0.6021, 0.8607, 11.7152, -0.0205, 0.0544, 0.0758
Si, -2.8163, 4.6596, 12.7888, 0.0093, 0.0567, 0.2195
Si, 0.8529, 5.5447, 21.6189, 0.2438, -0.0314, -0.2297
Si, 3.9199, -1.3664, 19.5471, 0.0256, 0.0852, -0.0939
Si, 19.4851, 6.7323, 17.1002, -0.0674, -0.1415, -0.0393
Si, 7.702, 10.7299, 15.2129, 0.0472, 0.0759, -0.1519
Si, -0.1075, 3.5874, 12.2767, -0.0966, -0.2898, 0.2898
O, 10.6762, 7.3211, 18.9909, 0.0288, 0.0489, -0.1214
O, 1.7854, 1.3033, 10.6519, 0.1314, -0.1271, -0.1707
O, 18.5353, 6.1409, 15.9375, 0.0301, 0.0633, 0.0678
O, 1.8564, 13.0472, 15.4635, -0.0253, 0.0103, 0.124
O, 8.9407, 10.5207, 16.226, 0.0367, -0.0036, 0.0005
O, 0.1984, 2.5508, 22.1268, -0.1773, -0.0197, 0.0465
O, 1.8916, 8.0561, 11.06, -0.0225, -0.1266, -0.1744
O, -5.67, 4.0978, 10.5793, -0.0353, -0.0859, -0.0805
O, 6.7492, 1.4155, 20.0252, 0.1182, -0.1336, 0.0738
O, 12.3081, -2.956, 16.7672, -0.0345, 0.048, 0.0309
O, 5.4406, 7.3317, 16.9275, 0.0075, 0.0355, -0.0954
O, -0.4942, 13.0294, 11.6609, 0.0904, -0.0095, -0.0358
O, 6.0477, 7.3811, 14.2016, -0.0008, 0.024, 0.0796
O, 1.0807, 11.703, 13.2847, 0.0483, 0.0366, -0.0431
O, 7.1542, 12.2505, 15.4042, 0.0035, -0.0504, 0.0329
O, 5.6089, 6.4865, 11.7398, -0.0607, -0.0333, -0.0597
O, 4.2066, 10.1691, 13.9171, -0.0299, -0.0392, 0.0893
O, 9.1848, 1.1084, 21.191, 0.1361, 0.0682, 0.1779
O, -0.2685, 9.6631, 17.9978, 0.0562, -0.0167, -0.02
O, 5.9299, 6.3676, 19.3142, -0.034, 0.0384, 0.0075
O, 6.1939, 2.4122, 17.5635, 0.027, -0.0097, -0.0636
O, -0.2371, 5.1916, 20.4481, 0.0173, 0.0192, 0.0675
O, 7.715, 7.8284, 18.0458, -0.0219, 0.0219, -0.0507
O, 7.2816, 4.0104, 8.7801, -0.0021, 0.0822, -0.276
O, 16.8735, 0.3906, 12.4619, -0.0154, 0.0399, 0.0025
O, 1.9843, 4.3987, 21.3728, -0.0535, -0.068, 0.1212
O, 9.1441, 5.4866, 18.0176, 0.1013, 0.0481, 0.0427
O, 1.3344, 6.2149, 9.323, -0.1077, 0.0111, -0.1971
O, -2.7453, -0.4277, 13.6676, -0.0214, 0.0246, 0.0172
O, 9.7949, 7.5587, 16.476, 0.0664, 0.0347, 0.0152
O, 6.6165, 1.8748, 10.1304, -0.1239, -0.0411, -0.0662
O, 8.041, 6.3108, 12.7147, -0.0155, 0.0152, -0.0206
O, -3.982, 3.9645, 19.5532, 0.0682, 0.0022, 0.0162
O, 10.8262, 1.2379, 17.2482, -0.0005, 0.0141, -0.0037
O, 4.0697, 11.181, 19.5969, -0.0025, -0.0703, -0.0088
O, 5.3716, 8.9532, 19.0624, -0.0522, -0.0101, 0.024
O, 8.1104, -0.1076, 11.0148, -0.047, 0.1058, -0.25
O, 15.4345, 2.7883, 19.508, -0.0142, -0.0417, -0.0417
O, 6.9302, -2.1848, 12.1247, 0.0415, 0.092, -0.0125
O, 5.1221, 5.2788, 15.4467, 0.039, 0.0535, 0.0556
O, -0.4247, 8.4554, 9.6567, 0.0696, -0.0118, -0.0149
O, 3.6843, -0.327, 11.3085, -0.0647, 0.0213, -0.0606
O, 6.354, 5.3608, 21.7101, -0.0339, 0.1559, 0.0378
O, 1.2882, 3.3777, 13.1588, 0.0007, 0.0391, -0.0809
O, 7.4945, -0.8893, 21.0698, -0.0951, -0.164, 0.2328
O, 4.0111, 6.5547, 21.4794, 0.0696, 0.0308, 0.0926
O, 15.9832, 2.7902, 15.1144, -0.0333, -0.0218, 0.0151
O, 6.9756, 4.1418, 13.8382, 0.0397, -0.0017, 0.0037
O, 13.7088, 9.1966, 18.4843, -0.0434, -0.064, -0.0217
O, 3.4954, 12.5984, 13.1865, -0.0203, 0.0534, 0.0353
O, 6.0843, 8.0311, 22.0991, 0.0602, 0.1658, 0.036
O, 4.7167, -10.4042, 16.2959, 0.0519, -0.0773, -0.0517
O, 3.3309, 9.0455, 20.9677, -0.0276, -0.0222, 0.0928
O, 7.8219, 3.9846, 11.3371, -0.0469, -0.0754, -0.1911
O, 17.3568, -1.2174, 15.4872, -0.0776, -0.03, 0.0538
O, 2.3989, 1.7593, 18.0872, -0.1191, 0.0154, -0.0424
O, 3.1836, 5.71, 11.1403, -0.2184, 0.1654, -0.2062
O, 4.4364, 4.4294, 13.0596, -0.0215, -0.0292, -0.0721
O, -0.0025, 4.708, 11.0925, -0.0147, 0.2261, -0.3104
O, 12.7954, -0.3068, 16.413, -0.0401, -0.0361, -0.0254
O, 8.3849, 6.2055, 20.3466, 0.0771, 0.0368, -0.0062
O, 1.4588, 7.0549, 21.3972, -0.0929, 0.0196, 0.0834
O, 8.7078, 11.181, 18.7881, 0.0458, 0.0029, 0.0328
O, 25.6836, -1.9786, 16.0598, -0.0053, -0.0324, -0.0185
O, 2.3594, 1.8584, 20.7799, -0.0857, -0.021, 0.1145
O, -1.3289, 4.142, 13.2382, -0.0168, 0.0054, -0.0743
H, -1.2942, 8.6823, 10.0306, 0.1311, 0.1441, -0.0122

Results
free energy: -135566.126 eV
free energy less fixed offsets of H -15.97, N -385.13, O -568.88, Si -635.61 eV per atom: 1.424 eV

The program warned: the cutoff lies below the one the program advises for these potential files; the exchange-correlation potential is rough where the density is thin.
